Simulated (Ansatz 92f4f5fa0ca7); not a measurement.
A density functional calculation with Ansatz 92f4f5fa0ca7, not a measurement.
Periodic cell of 215 atoms, Si132O82B1, from a study of silicon, its oxide and their interface. The atomic structure is a simulated model.
Doubt: the cutoff is far below the 930 eV that the study's wrapper takes by default for these files, so forces and energies are approximate.

Settings
functional: PBE
potential files: Ansatz PAW
basis: plane waves
wave-function cutoff: 580 eV
density cutoff ratio: 5
exchange-correlation grid ratio: 1
k mesh: 1 x 1 x 1, Gamma-centred
self-consistency stop: 5e-08 eV per atom in the density residual
occupations: fixed
spin: none
net charge: -1 e, with a uniform compensating background and no finite-size correction

Cell vectors (angstrom)
a 10.938 0 0
b 0 10.938 0
c 0 0 31.5432

Atoms: element, x, y, z (angstrom)
Si 10.4299 0.5753 24.3342
Si 6.0391 10.4997 24.1377
Si 2.1236 3.2514 24.076
Si 8.7003 2.2613 24.2999
Si 0.4933 5.0557 24.1556
Si 5.0422 5.9009 24.19
Si 3.3864 7.6563 24.1537
Si 7.8277 8.8279 23.9877
Si 1.3405 1.479 25.4469
Si 6.9085 1.3075 25.4846
Si 4.0208 4.1043 25.3217
Si 9.6565 4.1042 25.4142
Si 1.4879 6.8189 25.362
Si 6.8915 6.9488 25.2396
Si 4.2242 9.5371 25.3392
Si 9.5287 9.6415 25.4287
Si 2.775 0.0077 26.6504
Si 8.2118 -0.0259 26.9358
Si 0.01 2.7717 26.9114
Si 5.4426 2.7397 26.6716
Si 2.7482 5.4394 26.836
Si 8.216 5.5262 26.6376
Si 0.035 8.2114 26.6596
Si 5.5481 8.2007 26.7932
Si 4.1037 1.368 28.0724
Si 9.5861 1.3721 28.2677
Si 1.3837 4.1265 28.268
Si 6.8285 4.1422 28.022
Si 4.1576 6.8229 28.1514
Si 9.5926 6.8522 28.0522
Si 1.3941 9.5903 28.0436
Si 6.8356 9.5337 28.2684
Si 0.0481 -0.0207 29.5356
Si 5.4385 0.0184 29.5018
Si 2.7649 2.7109 29.5351
Si 8.1656 2.7765 29.4877
Si -0.0244 5.5116 29.5107
Si 5.5027 5.4546 29.5147
Si 2.7475 8.2192 29.4582
Si 8.2494 8.1648 29.5382
Si 1.391 1.3568 30.9185
Si 6.8114 1.3838 30.8509
Si 4.1253 4.0911 30.8996
Si 9.5469 4.1233 30.8569
Si 1.3719 6.8651 30.8439
Si 6.8658 6.8068 30.9095
Si 4.0883 9.5815 30.8598
Si 9.6014 9.5503 30.9063
Si 2.7462 -0.0305 0.7385
Si 8.1785 0.0099 0.6771
Si -0.0363 2.7492 0.6907
Si 5.482 2.7147 0.7296
Si 2.7156 5.4894 0.6849
Si 8.2178 5.4336 0.7481
Si 0.0392 8.1828 0.7312
Si 5.4618 8.2149 0.6867
Si 4.1262 1.331 2.0904
Si 9.5183 1.3781 2.0567
Si 1.3174 4.1386 2.06
Si 6.852 4.0532 2.1112
Si 4.0759 6.8678 2.0563
Si 9.6143 6.7964 2.0866
Si 1.3844 9.5465 2.116
Si 6.8313 9.5707 2.0776
Si -0.0681 -0.0164 3.3582
Si 5.4782 -0.0223 3.5261
Si 2.693 2.7277 3.3268
Si 8.1874 2.68 3.5534
Si -0.0156 5.4647 3.5671
Si 5.4585 5.4856 3.3392
Si 2.7467 8.1952 3.5426
Si 8.2439 8.1766 3.3851
Si 1.2993 1.3631 4.6962
Si 6.8408 1.2868 4.959
Si 4.0583 4.1185 4.683
Si 9.5307 4.0686 4.9392
Si 1.3536 6.8675 4.9474
Si 6.8706 6.7963 4.7357
Si 4.1263 9.5639 4.9285
Si 9.58 9.5344 4.7982
Si 2.6332 0.0487 6.1375
Si 8.2311 -0.1619 6.2996
Si -0.0103 2.647 6.22
Si 5.3666 2.7572 6.1095
Si 2.7481 5.4279 6.1956
Si 8.1207 5.4434 6.2649
Si -0.0043 8.2729 6.3153
Si 5.5892 8.1439 6.1814
Si 3.4744 1.9381 7.2411
Si 10.039 0.8146 7.4722
Si 1.749 3.6679 7.4152
Si 6.2159 4.5199 7.4014
Si 4.6442 6.3151 7.2877
Si 9.2323 7.1267 7.5284
Si 0.9151 10.1428 7.5466
Si 7.4411 8.8427 7.539
O 4.6249 6.6314 8.9001
O 1.2872 4.0088 8.9549
O 9.8413 6.4811 8.8815
O 1.34 10.1433 9.1576
O 6.0559 4.1982 9.0183
O 3.6999 1.635 8.828
O 7.0962 8.9472 9.1496
O 9.6694 1.0525 9.0606
O 8.2423 2.5312 22.7385
O 10.9974 5.5439 22.6306
O 5.6288 0.0677 22.6202
O 5.2702 5.4053 22.6242
O 2.1307 2.8149 22.468
O 3.3184 7.8535 22.5005
O 8.3752 8.7353 22.408
O -0.1827 11.2311 22.7455
Si 2.1073 2.9949 12.8468
Si 8.6887 1.2857 10.3384
Si 1.0534 4.5051 15.3557
Si 7.7153 5.6238 12.0854
Si 2.4053 8.1839 21.1981
Si 5.4641 7.7521 12.452
Si 9.2672 0.4488 15.4542
Si 2.9039 -0.05 16.6195
Si 10.4853 1.0925 12.5505
Si 7.7514 2.8348 21.2313
Si 9.1201 8.779 14.4247
Si 1.3562 4.8801 10.3613
Si 4.4694 9.4909 19.1124
Si 11.0686 6.0919 21.0987
Si 6.6058 10.465 14.8144
Si 5.3765 0.7313 21.1641
Si 2.354 9.7978 10.4102
Si 0.4181 10.6317 21.3802
Si 5.8366 5.2542 21.1179
Si 3.6496 7.0888 10.1083
Si 9.0454 5.697 14.8206
Si 3.6547 4.0774 19.0745
Si 10.0154 3.6581 19.2994
Si 4.2788 8.6585 15.3432
Si 0.4465 1.9109 17.1423
Si 6.7815 7.527 19.2328
Si 5.2548 3.6209 16.7171
Si 7.7764 5.0091 17.4923
Si 6.6567 9.9166 10.3831
Si 4.3956 1.0611 10.1557
Si -0.0759 8.9893 11.8094
Si 9.0926 8.6243 20.9312
Si 4.52 1.6795 14.5353
Si 2.4349 2.0859 21.0401
Si 6.3786 3.3387 10.3705
Si 3.4376 5.9228 16.7223
B 9.9188 6.5474 10.3616
O 0.0944 2.598 18.5833
O 2.9362 9.6201 15.5458
O 10.8521 4.8 20.1263
O 7.585 2.3704 9.8715
O 10.884 5.5065 10.8264
O 6.6832 6.7303 12.7597
O 10.3188 7.9644 10.7052
O 7.6472 9.462 13.9805
O 8.5825 6.2652 10.9096
O 5.3369 10.5039 20.0425
O 2.0737 3.8056 11.4224
O 7.9657 8.5358 19.7499
O 6.1893 6.729 20.5342
O 5.4772 2.7167 15.3821
O 1.2968 0.9242 20.6994
O 6.0352 9.065 11.6304
O 4.6307 5.001 16.1081
O 6.5976 3.8869 17.6098
O 10.5322 10.6101 11.7518
O 5.5563 0.5079 13.9617
O 7.9999 5.0976 15.8998
O 9.7106 9.8078 15.5659
O -0.4077 5.1627 15.1925
O 1.5621 6.8373 20.7853
O 1.4901 0.623 17.1546
O 6.5787 1.7779 20.8075
O 1.0159 1.7685 12.7848
O 3.2422 5.4948 18.3163
O 9.5354 1.9768 11.5561
O 1.0327 3.1169 16.2181
O 8.6513 5.1585 13.3492
O 10.2361 8.5767 13.2657
O 1.4334 9.3974 21.682
O 10.0691 9.9291 20.6028
O 3.1999 0.1998 10.9126
O 5.1219 2.366 10.8638
O 1.6897 4.1343 13.9211
O 7.9254 10.8489 10.8305
O 9.1249 4.4701 18.2094
O 5.6335 9.5257 15.7635
O 5.5354 -0.0206 9.7603
O 3.5647 2.3411 13.3579
O 1.9914 5.6522 16.0337
O 9.7345 1.005 13.9946
O 4.3966 6.9364 11.5349
O 4.747 4.4759 20.2074
O 9.9518 1.3484 16.604
O 6.8034 4.3344 11.5802
O 5.5746 8.4095 18.5709
O 9.0519 2.7444 20.2548
O 3.5697 1.1344 15.739
O 4.2142 3.076 17.8846
O 9.9087 7.2123 20.8849
O 3.3685 8.6705 9.8103
O 3.944 7.4349 16.3823
O 7.63 0.5082 15.6503
O 8.9081 7.3071 15.0457
O 3.9178 1.4385 21.1697
O 1.579 9.1013 11.6746
O 2.3487 6.15 10.0952
O 7.3302 6.4469 18.1368
O 7.2046 4.3689 21.1366
O 4.6134 8.1795 13.8072
O 3.3203 8.6759 19.949
O 2.4895 3.2289 19.857
O 3.7276 10.3612 17.9411

Results
free energy: -130698.743 eV
free energy less fixed offsets of B -154.04, O -568.88, Si -635.61 eV per atom: 3.977 eV

Forces (eV/angstrom), in the order of the atoms: element, x, y, z
Si -0.0051 0.0269 0.0569
Si 0.022 0.002 0.0769
Si -0.0107 0.0055 0.0524
Si -0.0125 -0.0241 0.0769
Si 0.0209 -0.0041 0.0648
Si 0.0047 0.0031 0.0466
Si 0.004 -0.0188 0.0548
Si -0.0068 -0.0163 0.058
Si -0.0204 0.0344 0.0559
Si 0.0285 -0.0315 0.0731
Si -0.0242 0.003 0.0321
Si 0.0326 -0.0302 0.0483
Si 0.0109 -0.019 0.0454
Si -0.0081 0.017 0.0086
Si 0.0137 -0.0184 0.0261
Si -0.0587 0.0108 0.0749
Si 0.0051 0.0125 -0.1301
Si 0.0024 -0.0082 0.2147
Si 0.0043 -0.0025 0.2052
Si 0.0051 -0.0137 -0.1065
Si -0.0036 -0.0023 0.1306
Si 0.0291 0.0083 -0.1188
Si 0.0261 0.0211 -0.1143
Si 0.0162 0.0137 0.0953
Si -0.0041 0.0392 0.0686
Si -0.0069 -0.0044 -0.3641
Si -0.0013 -0.0586 -0.3514
Si 0.0142 -0.0593 0.1246
Si -0.0918 0.0226 -0.0994
Si -0.0277 0.0071 0.0918
Si -0.0461 0.0003 0.1234
Si 0.0726 0.0816 -0.3402
Si 0.0434 -0.0562 0.0201
Si -0.0135 0.0144 0.0454
Si 0.0294 -0.031 0.0499
Si -0.0527 0.0524 -0.0112
Si -0.0283 0.0239 0.0476
Si 0.0323 -0.0376 0.0013
Si 0.0189 -0.0161 -0.0532
Si 0.0436 -0.0498 0.0579
Si 0.0016 -0.0064 0.0278
Si 0.0168 0.0313 0.0047
Si 0.0038 0.0036 0.0097
Si -0.0195 -0.0121 0.007
Si 0.0148 0.027 -0.0013
Si -0.0058 -0.0025 0.0212
Si -0.0314 -0.0206 0.0137
Si 0.0244 0.0234 0.0186
Si 0.0045 0.0057 0.0073
Si -0.0111 -0.0478 -0.0167
Si 0.0186 0.0036 -0.0078
Si -0.004 -0.0071 -0.0053
Si -0.0027 -0.0239 -0.017
Si -0.0025 -0.0054 0.0192
Si -0.0023 -0.0013 0.0053
Si 0.0319 0.0122 -0.0186
Si 0.0071 -0.0024 -0.0077
Si -0.0381 0.0814 -0.0479
Si -0.047 0.0472 -0.0074
Si 0.037 -0.047 -0.0173
Si -0.0672 0.0513 -0.0551
Si 0.0313 -0.0312 -0.0116
Si 0.0081 -0.0079 -0.0123
Si 0.0073 0.0003 0.013
Si 0.1615 -0.0567 0.3326
Si 0.0044 0 -0.1111
Si 0.0387 0.0015 0.3646
Si 0.0036 0.0737 -0.0893
Si 0.0328 -0.0312 -0.0943
Si 0.0468 -0.0914 0.4062
Si -0.014 -0.0041 -0.0719
Si -0.1053 0.0124 0.2108
Si -0.019 0.0197 -0.1959
Si 0.0065 0.0227 0.0686
Si -0.0417 0.0006 -0.2213
Si -0.0115 -0.0697 0.0857
Si 0.0518 0.0058 0.0687
Si -0.0455 -0.0689 -0.2384
Si -0.0451 -0.0386 0.0773
Si 0.0658 0.0494 -0.1664
Si -0.0189 -0.0486 -0.0475
Si -0.0209 -0.0126 0.0421
Si 0.0437 0.0144 -0.051
Si 0.048 0.0086 -0.0709
Si 0.0085 -0.0485 -0.0876
Si 0.1042 0.1022 -0.0264
Si -0.1056 -0.0759 -0.0362
Si 0.0137 0.0291 -0.0117
Si -0.1564 0.21 -0.14
Si 0.0326 -0.0683 -0.1757
Si 0.0212 -0.0895 -0.2319
Si -0.0569 0.0232 -0.1902
Si 0.1027 -0.0692 -0.193
Si -0.0253 0.0364 -0.1144
Si -0.0306 0.0803 -0.1346
Si 0.1396 -0.0733 -0.2742
O -0.0654 0.0715 0.1886
O -0.0063 0.1057 0.2388
O -0.0687 0.0585 0.0149
O 0.07 -0.0192 0.1582
O -0.0047 -0.0813 0.2303
O 0.0542 -0.029 0.1236
O -0.1013 0.1159 0.3558
O -0.0649 0.0132 0.1852
O -0.0209 0.013 -0.0558
O -0.0135 0.0188 -0.0519
O -0.0155 0.022 -0.0543
O 0.0103 -0.0097 -0.046
O 0.0105 -0.0267 -0.0684
O -0.0116 0.0169 -0.0475
O 0.0221 0.0015 -0.0656
O 0.0202 -0.019 -0.0534
Si -0.0272 -0.0208 -0.1776
Si 0.0191 0.0305 -0.0709
Si 0.0055 -0.0075 -0.1224
Si -0.057 0.0878 -0.2292
Si 0.0215 -0.0045 -0.0123
Si -0.0171 0.0042 -0.1537
Si -0.0317 -0.0401 -0.1244
Si 0.0102 0.0168 -0.1527
Si 0.0017 0.0188 -0.151
Si 0.0314 0.0053 -0.0135
Si -0.0551 0.0517 -0.1358
Si -0.0886 -0.0796 0.037
Si -0.0222 0.0297 -0.1211
Si 0.0015 -0.029 -0.0067
Si 0.0401 -0.0173 -0.0581
Si -0.006 -0.019 -0.0138
Si 0.0072 -0.0035 -0.1039
Si 0.0015 0.0208 0.0027
Si -0.021 0.0037 -0.0083
Si 0.046 0.0132 -0.0626
Si 0.0345 0.0433 -0.1519
Si -0.0043 0.0141 -0.117
Si 0.0216 -0.0297 -0.0922
Si 0.0408 0.0151 -0.1058
Si -0.0037 -0.016 -0.116
Si -0.0076 -0.0143 -0.0667
Si -0.0119 -0.0291 -0.1184
Si -0.0259 -0.0462 -0.102
Si -0.0316 -0.031 -0.0785
Si -0.0179 -0.0287 -0.0212
Si -0.0184 -0.0522 -0.2007
Si -0.0215 0.0047 0.0053
Si -0.0243 -0.0093 -0.124
Si -0.0081 0.0344 -0.0068
Si 0.0326 -0.0026 -0.1252
Si -0.0112 0.0487 -0.1141
B -0.083 0.0663 -0.0231
O -0.0246 0.0372 0.0703
O -0.0164 0.0139 0.0581
O 0.0043 0.0204 0.0264
O -0.0128 0.0184 0.0409
O 0.0394 -0.0742 0.0407
O -0.0119 0.004 0.0851
O 0.0614 0.1014 0.1361
O -0.0032 -0.0067 0.0218
O -0.0473 -0.0188 0.064
O 0.0067 0.0116 0.0317
O 0.0576 -0.0383 0.0599
O 0.0106 0.0019 0.0163
O -0.0028 -0.0043 0.0161
O 0.0281 0.0415 0.0762
O -0.0026 -0.0114 0.0053
O -0.0249 -0.0048 0.0527
O 0.0036 -0.0088 0.0391
O 0.0237 0.0189 0.0376
O -0.0136 0.0425 0.0262
O -0.0036 -0.0004 0.0342
O -0.02 -0.0117 0.0848
O 0.0348 -0.0051 0.0509
O -0.0074 0.0098 0.0639
O -0.0026 0.0057 0.0092
O -0.0106 0.0026 0.0431
O -0.0031 -0.0015 0.0065
O 0.0002 -0.0384 0.0366
O 0.0073 -0.0323 0.0718
O 0.0162 0.008 0.0568
O -0.0147 -0.0306 0.0481
O 0.028 -0.0492 0.0949
O 0.0229 -0.0419 0.1113
O -0.004 -0.0041 -0.0105
O -0.0016 -0.0063 0.0028
O -0.0191 0.0159 0.0446
O -0.0291 0.0011 0.0187
O -0.0251 0.0401 0.1127
O -0.0044 -0.0121 0.0298
O 0.0229 -0.008 0.0421
O -0.0268 -0.0105 0.0301
O 0.0193 0.0002 -0.0455
O 0.031 -0.0159 0.0742
O 0.0225 0.005 0.0326
O -0.0164 -0.0082 0.0979
O 0.0169 0.0071 0.0777
O 0.0219 0.0107 0.0363
O 0.0387 0.0288 0.0633
O 0.0486 0.0579 0.1129
O 0.0096 -0.0084 0.0397
O -0.0143 -0.0004 0.0231
O -0.02 -0.0216 0.0713
O -0.0162 0.0074 0.0682
O 0.0051 -0.0017 0.0002
O 0.0089 0.0073 0.0405
O -0.0131 -0.0417 0.0608
O 0.0112 0.0228 0.0399
O 0.0057 -0.0449 0.0654
O 0.0151 -0.007 -0.001
O -0.0425 -0.0107 0.0839
O 0.0281 -0.0185 -0.0032
O -0.0081 0.0396 0.0472
O 0.0031 -0.0102 0.005
O -0.0156 0.0099 0.0793
O -0.0114 -0.0146 0.0325
O -0.0042 -0.0188 0.0332
O 0.0403 -0.0339 0.1079

The program warned: the cutoff lies below the one the program advises for these potential files; the forces do not sum to zero within the program's tolerance; the exchange-correlation potential is rough where the density is thin.
